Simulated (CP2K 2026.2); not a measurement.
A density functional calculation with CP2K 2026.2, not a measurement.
Periodic cell of 654 atoms, Si398O256, from a study of silicon, its oxide and their interface. The atomic structure is a simulated model.
Doubt: the forces sum to 3.63 eV/angstrom along one axis rather than to zero, so they err by at least 0.0056 eV/angstrom per atom on average; the grid cutoff is modest.

Settings: functional PBE; method Gaussian and plane waves; basis set DZVP-MOLOPT-SR-GTH; pseudopotentials GTH-PBE; grid cutoff 350 Ry, relative cutoff 50 Ry; k points Gamma only; occupations fixed; spin none; net charge 0.

Cell vectors (angstrom)
a	16.4025	0	0
b	0	16.4025	0
c	0	0	42.4698

Atoms: element, x, y, z (angstrom)
Si	16.386	0.041	0.486
Si	2.657	2.808	0.464
Si	0.519	4.958	0.11
Si	2.964	7.661	42.361
Si	0.097	11.146	0.012
Si	2.315	14.542	42.448
Si	4.888	0.882	41.933
Si	8.361	2.973	42.288
Si	5.33	5.619	0.112
Si	7.995	8.383	0.251
Si	5.799	10.741	0.077
Si	8.75	12.976	0.066
Si	11.247	16.088	0.143
Si	14.158	2.12	42.427
Si	11.299	5.673	41.813
Si	13.324	8.813	0.009
Si	11.023	10.895	0.608
Si	13.427	13.736	0.242
Si	1.356	1.41	1.76
Si	4.135	4.189	1.58
Si	1.447	6.704	1.455
Si	3.973	9.603	1.127
Si	1.392	12.627	1.285
Si	4.149	15.444	1.143
Si	6.722	1.651	1.039
Si	9.818	4.303	1.103
Si	6.908	6.736	1.47
Si	9.55	9.478	1.648
Si	6.934	12.265	1.458
Si	9.524	14.936	1.275
Si	12.404	1.337	1.395
Si	15.12	3.942	1.256
Si	12.437	6.88	1.117
Si	15.125	9.686	1.318
Si	12.369	12.312	1.785
Si	15.046	14.921	1.587
Si	16.357	2.796	2.924
Si	2.867	0.066	2.856
Si	0.032	8.206	2.655
Si	2.772	5.503	2.93
Si	0.083	13.691	2.898
Si	2.738	11.08	2.563
Si	5.569	2.804	2.757
Si	8.101	0.086	2.465
Si	5.423	8.237	2.667
Si	8.394	5.436	2.704
Si	5.487	13.838	2.539
Si	8.195	10.922	2.906
Si	11.025	2.852	2.593
Si	13.691	16.381	2.854
Si	11.043	8.075	2.737
Si	13.769	5.475	2.547
Si	10.877	13.722	2.872
Si	13.844	10.935	2.89
Si	1.381	4.132	4.239
Si	4.209	1.459	4.176
Si	1.417	9.634	3.999
Si	4.159	6.909	4.19
Si	1.46	15.087	4.186
Si	4.159	12.387	3.964
Si	6.973	4.134	4.095
Si	9.578	1.412	3.907
Si	6.779	9.538	4.157
Si	9.641	6.807	4.143
Si	6.847	15.131	3.987
Si	9.57	12.307	4.223
Si	12.39	4.154	4.022
Si	15.033	1.361	4.229
Si	12.37	9.525	4.117
Si	15.077	6.83	4.035
Si	12.278	15.069	4.221
Si	15.135	12.324	4.257
Si	0.009	16.4	10.939
Si	2.748	2.729	10.931
Si	0.032	5.471	10.957
Si	2.766	8.218	10.958
Si	0.016	10.966	10.953
Si	2.746	13.684	10.974
Si	5.471	0.003	10.957
Si	8.2	2.725	10.965
Si	5.485	5.474	10.926
Si	8.219	8.218	10.927
Si	5.493	10.948	10.967
Si	8.213	13.662	10.957
Si	10.936	16.376	10.961
Si	13.684	2.72	10.971
Si	10.941	5.469	10.965
Si	13.681	8.222	10.948
Si	10.947	10.947	10.919
Si	13.678	13.669	10.92
Si	1.381	1.356	12.311
Si	4.118	4.095	12.29
Si	1.398	6.846	12.314
Si	4.121	9.586	12.335
Si	1.366	12.327	12.339
Si	4.104	15.052	12.338
Si	6.829	1.356	12.329
Si	9.565	4.093	12.318
Si	6.841	6.852	12.287
Si	9.583	9.589	12.299
Si	6.847	12.314	12.344
Si	9.573	15.008	12.344
Si	12.312	1.327	12.32
Si	15.066	4.093	12.319
Si	12.315	6.849	12.305
Si	15.034	9.613	12.302
Si	12.314	12.305	12.295
Si	15.043	15.021	12.302
Si	0.017	2.709	13.689
Si	2.713	16.386	13.715
Si	0.009	8.243	13.631
Si	2.769	5.46	13.667
Si	16.389	13.682	13.717
Si	2.739	10.958	13.69
Si	5.441	2.712	13.682
Si	8.171	16.366	13.695
Si	5.49	8.201	13.685
Si	8.182	5.475	13.653
Si	5.47	13.69	13.705
Si	8.215	10.931	13.697
Si	10.922	2.689	13.657
Si	13.662	16.339	13.689
Si	10.96	8.231	13.664
Si	13.682	5.473	13.654
Si	10.947	13.623	13.7
Si	13.681	10.977	13.694
Si	1.41	4.086	15.033
Si	4.078	1.348	15.079
Si	1.345	9.597	15.027
Si	4.124	6.823	15.048
Si	1.346	15.027	15.112
Si	4.087	12.338	15.057
Si	6.795	4.113	15.01
Si	9.558	1.314	15.028
Si	6.859	9.552	15.067
Si	9.573	6.848	14.985
Si	6.813	15.033	15.118
Si	9.579	12.274	15.088
Si	12.308	4.068	14.975
Si	15.031	1.312	15.029
Si	12.317	9.605	15.05
Si	15.04	6.891	14.974
Si	12.32	14.952	15.086
Si	15.024	12.335	15.111
Si	16.366	16.395	16.485
Si	2.722	2.708	16.469
Si	0.018	5.524	16.278
Si	2.693	8.192	16.344
Si	0.05	10.997	16.448
Si	2.7	13.633	16.493
Si	5.405	16.391	16.504
Si	8.189	2.744	16.318
Si	5.459	5.443	16.452
Si	8.266	8.186	16.426
Si	5.466	10.955	16.367
Si	8.213	13.649	16.461
Si	10.86	16.265	16.383
Si	13.61	2.654	16.331
Si	10.952	5.463	16.289
Si	13.753	8.288	16.378
Si	10.912	10.878	16.485
Si	13.648	13.627	16.577
Si	1.28	1.409	17.859
Si	4.043	4.108	17.848
Si	1.319	6.858	17.749
Si	4.008	9.635	17.657
Si	1.412	12.251	17.95
Si	3.988	15.009	17.91
Si	6.815	1.468	17.752
Si	9.615	4.066	17.658
Si	6.935	6.781	17.749
Si	9.605	9.482	17.912
Si	6.875	12.214	17.775
Si	9.543	14.98	17.898
Si	12.224	1.225	17.675
Si	15.038	4.101	17.51
Si	12.316	6.881	17.588
Si	15.103	9.67	17.822
Si	12.209	12.205	17.948
Si	15.071	15.012	17.942
Si	16.194	2.848	19.068
Si	2.548	0.046	19.299
Si	0.107	8.348	19.173
Si	2.479	5.337	19.171
Si	0.063	13.586	19.37
Si	2.831	10.877	19.347
Si	5.541	2.89	19.216
Si	8.161	0.103	19.105
Si	5.338	8.137	18.773
Si	8.451	5.46	19.155
Si	5.525	13.568	19.128
Si	8.096	10.744	19.239
Si	10.893	2.603	18.981
Si	13.513	16.373	19.18
Si	11.142	8.099	19.212
Si	13.703	5.483	18.761
Si	10.758	13.516	19.387
Si	13.671	10.859	19.308
Si	0.591	4.494	20.584
Si	4.284	1.254	20.353
Si	1.826	9.246	20.799
Si	3.845	6.941	20.095
Si	1.327	14.991	20.859
Si	4.683	11.823	20.55
Si	7.27	4.081	20.617
Si	9.309	1.63	20.549
Si	6.51	9.31	20.377
Si	10.353	6.294	20.521
Si	6.505	15.384	20.334
Si	9.251	12.059	20.819
Si	12.426	3.991	19.961
Si	14.51	1.807	20.313
Si	12.784	9.051	20.692
Si	14.969	6.908	20.076
Si	12.403	14.746	20.589
Si	14.719	12.539	20.655
Si	15.982	0.226	22.684
Si	4.07	4.271	25.287
Si	4.767	7.334	24.734
Si	3.587	13.714	22.798
Si	4.117	2.059	23.306
Si	6.173	6.614	22.001
Si	10.624	10.005	25.654
Si	2.102	9.136	24.004
Si	7.977	14.111	22.814
Si	15.679	1.94	27.564
Si	10.931	6.07	23.412
Si	12.425	12.096	24.774
Si	11.048	10.494	22.797
Si	1.905	0.523	24.539
Si	6.582	2.654	24.76
Si	1.397	3.261	25.961
Si	16.207	3.951	23.511
Si	15.607	8.626	24.761
Si	1.728	12.054	24.778
Si	6.965	0.32	26.738
Si	9.996	7.205	26.193
Si	7.034	8.014	26.82
Si	5.686	14.425	24.891
Si	10.509	16.009	22.786
Si	14.46	1.517	24.712
Si	12.044	13.643	27.322
Si	13.532	11.255	28.405
Si	1.219	14.433	26.408
Si	2.799	2.374	29.612
Si	15.24	11.546	23.662
Si	15.176	8.17	33.184
Si	11.063	0.564	32.53
Si	4.829	8.607	31.197
Si	5.503	16.091	31.735
Si	2.401	8.588	29.634
Si	5.112	12.419	33.884
Si	5.748	12.419	26.999
Si	11.404	1.394	25.072
Si	0.837	4.426	30.625
Si	14.485	10.187	31.286
Si	13.503	3.332	29.241
Si	14.937	13.708	27.729
Si	6.211	4.247	31.077
Si	5.119	13.193	30.935
Si	9.518	4.677	27.48
Si	5.157	14.632	35.864
Si	5.816	0.844	34.425
Si	9.283	3.747	24.555
Si	10.968	1.83	28.129
Si	0.672	6.04	34.415
Si	8.117	10.952	27.196
Si	14.424	8.513	27.61
Si	3.237	3.686	32.032
Si	1.3	16.253	28.731
Si	2.633	10.585	34.223
Si	14.567	3.358	32.065
Si	13.267	4.184	34.852
Si	12.82	9.948	33.75
Si	3.656	11.501	38.335
Si	3.359	7.703	33.993
Si	8.318	0.638	37.81
Si	5.664	1.825	29.363
Si	9.498	15.519	28.196
Si	8.291	5.2	33.048
Si	7.485	6.324	29.193
Si	4.169	10.965	29.293
Si	14.018	5.93	24.218
Si	7	6.845	37.995
Si	14.207	5.71	27.243
Si	15.836	14.927	30.48
Si	7.556	13.273	29.083
Si	0.519	0.339	35.062
Si	1.398	12.288	36.295
Si	6.357	12.052	37.383
Si	8.156	16.326	33.094
Si	0.076	6.886	28.795
Si	9.083	14.784	35.727
Si	13.848	0.24	31.854
Si	10.59	3.3	33.552
Si	11.932	15.184	35.042
Si	1.385	6.781	37.293
Si	1.839	3.102	34.605
Si	15.438	14.608	33.36
Si	4.403	6.121	36.355
Si	0.83	9.871	32.059
Si	2.57	13.797	39.56
Si	5.615	1.732	38.912
Si	10.049	1.132	40.378
Si	7.344	11.734	40.221
Si	11.419	5.616	36.608
Si	4.236	2.901	36.365
Si	9.562	9.452	33.694
Si	14.314	12.185	40.289
Si	8.01	7.959	31.484
Si	8.926	6.857	35.433
Si	13.538	12.746	34.967
Si	16.335	8.938	38.71
Si	10.199	2.669	36.43
Si	1.587	10.997	40.042
Si	6.787	4.474	40.087
Si	8.38	8.748	39.767
Si	11.101	7.505	39.162
Si	7.994	11.85	35.1
Si	15.054	13.367	37.477
Si	12.422	3.186	40.081
Si	13.018	2.323	37.282
Si	13.587	9.277	39.525
Si	0.946	6.656	40.198
Si	14.455	16.288	36.719
Si	2.353	15.076	36.879
O	15.374	1.022	42.054
O	1.034	15.557	42.007
O	0.904	8.342	37.539
O	1.64	3.814	42.065
O	0.089	5.641	41.129
O	0.073	8.014	40.035
O	2.354	7.176	40.877
O	4.456	6.985	42.317
O	15.48	11.777	41.352
O	1.336	10.451	41.565
O	3.062	14.412	40.963
O	3.565	1.906	41.882
O	5.201	0.875	40.26
O	8.022	4.055	41.062
O	9.068	1.648	41.574
O	4.668	4.5	36.354
O	5.609	5.065	41.05
O	6.785	9.436	42.402
O	8.525	7.98	41.207
O	5.918	11.389	40.989
O	10.67	14.942	36.033
O	8.104	12.958	41.007
O	10.947	16.339	41.014
O	13.183	15.755	35.885
O	12.514	15.07	0.113
O	13.577	2.401	40.914
O	12.971	3.389	38.539
O	12.153	4.541	40.952
O	11.049	6.853	40.67
O	13.911	8.533	40.951
O	14.737	8.98	38.378
O	10.063	11.968	42.221
O	12.048	9.898	42.178
O	15.219	15.005	37.394
O	13.371	13.181	41.16
O	3.641	3.537	23.871
O	16.007	5.815	20.812
O	3.747	2.003	21.739
O	5.338	0.063	20.818
O	2.895	7.998	20.922
O	1.794	9.628	22.454
O	0.647	3.804	22.11
O	5.809	6.98	23.541
O	2.644	14.609	21.8
O	16.402	15.27	21.864
O	4.502	12.692	21.931
O	2.187	10.494	24.946
O	4.777	6.225	21.249
O	7.022	5.206	21.851
O	8.291	2.835	21.104
O	9.909	0.862	21.9
O	5.553	10.479	21.113
O	6.885	7.979	21.366
O	10.347	6.864	22.101
O	10.55	6.923	24.718
O	7.082	14.999	21.811
O	8.331	12.699	22.056
O	11.8	15.407	21.983
O	13.911	7.838	21.037
O	13.435	2.996	20.912
O	15.286	1.23	21.632
O	14.963	0.112	23.985
O	12.248	9.548	22.191
O	10.248	9.783	24.054
O	11.416	5.014	20.813
O	10.111	10.831	21.519
O	10.986	0.039	24.287
O	15.226	11.834	22.065
O	11.897	13.32	25.71
O	1.024	0.782	23.2
O	14.834	2.474	28.842
O	5.572	3.656	25.618
O	3.449	0.807	24.128
O	2.881	3.863	26.369
O	0.889	4.19	24.715
O	0.788	8.258	24.486
O	4.555	14.66	23.723
O	5.719	1.922	23.585
O	7.811	3.378	23.978
O	4.148	5.901	25.261
O	5.706	8.103	25.85
O	7.541	9.441	27.444
O	0.179	12.156	24.319
O	3.494	8.28	24.262
O	9.393	14.864	23.051
O	7.114	13.957	24.202
O	14.715	1.511	26.317
O	1.532	1.664	25.628
O	9.527	10.975	26.381
O	8.358	7.356	26.101
O	12.098	10.715	25.61
O	13.61	13.704	21.101
O	14.004	12.258	24.456
O	2.447	0.951	28.945
O	1.585	15.441	25.152
O	1.568	7.588	28.61
O	7.281	1.589	25.767
O	15.823	5.972	27.563
O	13.479	4.649	28.251
O	15.329	2.671	23.986
O	15.138	5.153	23.34
O	6.582	7.023	28.03
O	15.198	9.939	23.898
O	4.912	0.402	33.109
O	1.863	12.949	26.147
O	5.973	15.72	25.878
O	4.725	14.746	31.239
O	8.39	15.965	27.05
O	8.911	4.437	25.988
O	10.097	4.673	23.509
O	8.263	11.85	28.581
O	14.564	7.457	24.334
O	2.624	12.757	23.651
O	4.996	13.227	25.801
O	12.231	2.319	29.038
O	0.032	0.574	28.006
O	0.25	3.191	27.118
O	12.873	1.819	24.497
O	13.474	14.438	27.526
O	16.003	14.254	26.62
O	15.486	13.952	29.237
O	1.871	15.07	27.758
O	15.728	6.662	33.636
O	2.979	2.276	31.235
O	6.697	12.152	34.16
O	4.286	2.649	28.944
O	16.012	10.804	31.473
O	4.948	10.106	30.483
O	10.765	14.586	27.7
O	0.199	5.812	30.03
O	14.693	8.533	31.613
O	16.096	3.668	31.532
O	14.29	4.098	33.54
O	6.394	8.246	31.502
O	6.458	5.612	30.229
O	6.699	13.065	30.458
O	4.049	12.496	29.893
O	10.131	3.238	27.945
O	10.464	6.027	27.255
O	4.67	13.87	34.502
O	4.928	12.363	32.298
O	6.393	13.593	27.959
O	4.909	11.273	27.836
O	10.244	2.472	24.783
O	2.086	4.784	31.622
O	4.676	4.263	31.601
O	11.176	2.185	32.547
O	13.498	7.187	27.348
O	13.982	5.208	25.703
O	0.871	15.638	30.17
O	8.634	14.518	29.201
O	14.725	12.08	27.619
O	14.681	16.084	30.572
O	1.393	11.359	34.971
O	1.567	3.479	29.453
O	6.593	2.968	30.108
O	5.371	0.704	30.489
O	3.802	7.851	30.122
O	2.15	10.639	32.65
O	4.086	8.27	32.637
O	3.961	15.256	36.771
O	4.443	2.156	37.825
O	0.147	9.074	33.335
O	4.078	11.303	34.481
O	11.491	1.234	26.691
O	6.991	11.661	26.251
O	10.109	0.559	28.774
O	14.196	15.658	33.124
O	10.663	8.65	26.562
O	2.835	9.051	34.771
O	12.561	5.86	23.488
O	2.82	10.06	28.97
O	12.193	12.231	28.213
O	13.395	9.75	27.796
O	3.109	3.348	33.603
O	1.126	5.986	38.707
O	13.932	10.904	29.938
O	11.618	11.945	23.355
O	13.864	8.68	34.08
O	14.918	13.304	34.221
O	15.407	8.15	28.896
O	13.29	10.602	32.326
O	2.958	6.558	36.972
O	7.073	4.297	32.464
O	0.488	6.318	36.022
O	8.922	9.153	32.18
O	5.053	11.074	37.644
O	2.427	11.5	37.274
O	15.947	14.108	31.887
O	16.324	12.51	36.917
O	7.363	11.157	36.454
O	6.74	0.847	38.133
O	6.004	15.941	35.405
O	7.065	15.676	32.063
O	6.314	1.005	28.091
O	13.588	3.818	30.809
O	8.35	7.532	29.923
O	8.393	6.615	32.295
O	5.145	2.081	35.254
O	1.387	8.866	30.892
O	14.327	1.749	32.263
O	2.617	2.919	36.046
O	9.876	2.573	34.83
O	8.412	5.13	28.576
O	15.424	8.869	26.362
O	2.036	6.736	33.812
O	12.245	0.108	31.492
O	13.767	12.914	36.584
O	1.026	1.705	34.309
O	0.831	4.39	34.406
O	3.098	10.54	39.55
O	1.979	13.769	35.982
O	7.052	12.41	38.786
O	3.851	13.036	38.879
O	7.339	1.166	33.848
O	8.656	15.304	34.249
O	7.088	8.198	38.915
O	9.631	4.327	32.766
O	8.727	13.194	35.671
O	9.025	10.885	34.292
O	9.489	0.26	32.201
O	11.461	16.287	33.953
O	11.824	4.144	34.13
O	11.225	9.501	33.713
O	13.902	1.026	37.761
O	1.608	16.356	36.223
O	6.263	3.146	39.354
O	5.974	13.501	36.718
O	0.414	10.443	39.057
O	4.451	6.819	34.864
O	8.15	6.923	36.852
O	10.514	6.546	35.628
O	1.965	14.865	38.469
O	1.471	12.631	39.945
O	5.534	6.786	37.31
O	8.875	2.023	37.117
O	11.509	1.794	36.883
O	8.399	15.68	36.916
O	8.238	10.362	39.993
O	8.189	5.618	34.63
O	10.57	4.214	36.838
O	9.699	8.301	38.909
O	9.188	0.476	39.177
O	12.328	13.714	34.437
O	8.925	8.297	34.67
O	13.65	2.978	35.905
O	15.505	0.679	35.774
O	12.201	8.685	38.952
O	11.466	6.337	38.078
O	12.932	5.436	35.928
O	11.012	2.371	39.938
O	13.109	11.18	34.794
O	13.496	10.89	39.749
O	0.261	15.447	34.079
O	7.266	5.553	38.966
O	14.873	13.033	39.041
Si	0.053	0.015	5.536
Si	2.784	2.761	5.533
Si	16.399	5.521	5.514
Si	2.743	8.289	5.467
Si	0.098	10.915	5.521
Si	2.818	13.667	5.469
Si	5.539	0.032	5.482
Si	8.286	2.72	5.439
Si	5.557	5.489	5.468
Si	8.223	8.184	5.47
Si	5.446	10.997	5.44
Si	8.17	13.745	5.445
Si	10.879	0.09	5.445
Si	13.657	2.781	5.498
Si	11.015	5.448	5.482
Si	13.728	8.168	5.479
Si	10.984	10.905	5.485
Si	13.689	13.687	5.53
Si	1.413	1.389	6.885
Si	4.165	4.144	6.849
Si	1.39	6.894	6.847
Si	4.112	9.631	6.846
Si	1.443	12.315	6.861
Si	4.163	15.05	6.839
Si	6.902	1.391	6.843
Si	9.626	4.087	6.837
Si	6.884	6.84	6.866
Si	9.585	9.561	6.835
Si	6.83	12.347	6.818
Si	9.552	15.086	6.824
Si	12.277	1.407	6.845
Si	15.04	4.132	6.868
Si	12.349	6.824	6.859
Si	15.089	9.552	6.85
Si	12.325	12.294	6.857
Si	15.065	15.053	6.876
Si	0.016	2.754	8.22
Si	2.779	16.401	8.215
Si	0.032	8.217	8.25
Si	2.765	5.504	8.197
Si	0.043	13.675	8.211
Si	2.77	10.961	8.255
Si	5.513	2.748	8.204
Si	8.217	0.016	8.238
Si	5.49	8.232	8.192
Si	8.249	5.456	8.209
Si	5.491	13.685	8.232
Si	8.208	10.958	8.174
Si	10.947	2.742	8.256
Si	13.663	0.025	8.202
Si	10.957	8.197	8.202
Si	13.689	5.475	8.258
Si	10.931	13.688	8.176
Si	13.706	10.928	8.203
Si	1.397	4.122	9.569
Si	4.136	1.377	9.57
Si	1.394	9.593	9.608
Si	4.127	6.865	9.57
Si	1.399	15.043	9.583
Si	4.129	12.327	9.615
Si	6.869	4.104	9.58
Si	9.58	1.366	9.612
Si	6.853	9.598	9.567
Si	9.595	6.835	9.579
Si	6.852	15.046	9.601
Si	9.573	12.318	9.555
Si	12.32	4.102	9.616
Si	15.045	1.376	9.577
Si	12.321	9.572	9.563
Si	15.064	6.847	9.607
Si	12.301	15.039	9.561
Si	15.063	12.309	9.563

Results
total energy: -154801.341 eV
total energy less fixed offsets of O -438.35, Si -107.03 eV per atom: 14.199 eV

Forces (eV/angstrom) on atoms 314 to 598 of the 654, counted in the order above; the others are left out for length: element, x, y, z
Si	-0.008	0.056	0.134
Si	0.058	-0.153	-0.115
Si	-0.153	0.3	-0.091
Si	-0.105	0.055	-0.169
Si	-0.02	0.059	-0.201
Si	-0.09	-0.184	0.244
Si	0.033	0.049	-0.089
Si	0.101	-0.084	-0.038
Si	0.075	-0.091	0.07
Si	0.011	-0.102	-0.268
Si	0.008	0.166	-0.12
Si	0.058	-0.08	0.319
Si	-0.056	-0.14	0.017
O	-0.092	0.211	0.114
O	0.266	-0.505	0.58
O	0.12	0.129	-0.12
O	-0.143	0.242	0.352
O	-0.155	-0.081	0.364
O	0.05	0.153	0.164
O	0.197	0.133	0.09
O	-0.214	0.14	-0.267
O	0.043	0.05	-0.051
O	0.044	-0.194	0.157
O	0.242	0.35	0.336
O	0.492	-0.49	-0.03
O	0.144	-0.576	0.54
O	0.329	-0.142	0.202
O	-0.353	-0.127	0.272
O	0.263	-0.021	0.027
O	0.196	-0.322	0.202
O	0.001	-0.051	-0.017
O	0.133	-0.252	0.328
O	-0.299	-0.242	0.187
O	0.148	0.144	-0.236
O	0.037	0.182	0.049
O	-0.173	0.041	-0.08
O	-0.123	-0.08	-0.075
O	-0.132	0.058	-0.213
O	-0.027	-0.042	-0.296
O	0.056	0.203	0.141
O	-0.339	-0.02	0.284
O	-0.308	-0.303	0.376
O	0.245	0.02	0.344
O	-0.014	-0.053	0.252
O	0.047	0.021	0.11
O	0.282	-0.033	0.646
O	-0.006	0.083	0.108
O	0.055	-0.214	-0.023
O	0.007	-0.108	-0.102
O	-0.042	-0.126	-0.179
O	-0.025	-0.131	-0.167
O	-0.07	-0.068	-0.533
O	-0.078	0.194	-0.213
O	-0.251	0.401	-0.536
O	0.192	0.126	-0.192
O	0.393	0.152	-0.368
O	-0.04	-0.012	-0.258
O	0.132	0.195	-0.315
O	0.201	0.131	0.198
O	0.185	0.144	0.017
O	0.168	0.112	-0.205
O	-0.24	-0.023	0.166
O	-0.194	0.002	-0.04
O	0.018	-0.006	0.028
O	-0.024	0.453	-0.229
O	0.299	0.201	0.122
O	-0.274	-0.091	-0.12
O	0.031	0.092	-0.173
O	0.11	0.056	0.108
O	0.159	-0.121	-0.368
O	-0.026	-0.187	-0.1
O	0.22	0.208	-0.161
O	-0.06	-0.251	-0.959
O	0.139	-0.073	0.033
O	-0.069	-0.302	-0.292
O	-0.17	0.135	0.138
O	0.094	0.025	-0.039
O	-0.135	0.325	-0.288
O	-0.216	0.101	-0.226
O	-0.028	-0.3	-0.156
O	-0.066	0.032	-0.314
O	-0.213	0.058	0.089
O	0.053	-0.03	-0.436
O	0.194	0.042	0.301
O	-0.015	0.074	0.115
O	-0.008	-0.107	0.044
O	0.038	-0.323	0.03
O	-0.139	0.051	-0.161
O	-0.1	0.101	0.133
O	-0.194	0.197	-0.239
O	0.041	-0.055	-0.104
O	-0.044	0.128	-0.134
O	0.038	0.025	0.039
O	0.297	0.296	-0.101
O	-0.177	-0.019	0.108
O	-0.191	-0.082	0.133
O	0.095	0.153	-0.377
O	0.076	-0.088	0.167
O	0.069	-0.165	-0.062
O	-0.12	0.095	0.089
O	-0.033	-0.139	0.276
O	0.035	0.086	-0.042
O	0.164	-0.212	-0.072
O	0.138	-0.09	0.066
O	-0.134	-0.019	-0.297
O	-0.008	0.08	-0.086
O	0.306	-0.125	-0.145
O	0.1	0.086	-0.234
O	-0.062	0.127	-0.066
O	-0.01	0.143	-0.225
O	-0.017	0.073	0.079
O	0.039	-0.127	-0.005
O	-0.045	-0.203	-0.209
O	-0.194	-0.044	-0.044
O	-0.148	-0.274	0.422
O	0.007	-0.125	-0.354
O	-0.081	0.162	-0.201
O	0.104	0.059	0.09
O	-0.017	-0.094	-0.08
O	-0.272	0.135	-0.074
O	-0.043	0.048	0.281
O	-0.301	0.128	0.142
O	-0.161	0.058	0.009
O	0.273	0.232	0.154
O	-0.184	-0.038	-0.112
O	0.167	-0.088	-0.282
O	-0.042	0.056	0.147
O	-0.062	-0.183	0.026
O	-0.146	-0.05	0.111
O	-0.011	-0.037	0.141
O	0.185	-0.151	0.065
O	0.219	0.055	-0.099
O	-0.368	0.215	0.117
O	-0.099	-0.207	0.195
O	0.11	-0.074	0.329
O	-0.251	0.018	-0.373
O	0.158	0.13	0.069
O	-0.157	-0.172	-0.295
O	-0.204	0.041	-0.159
O	-0.066	0.038	0.098
O	0.196	-0.083	0.164
O	0.003	0.274	-0.05
O	-0.239	-0.122	0.11
O	-0.013	0.138	-0.179
O	-0.056	-0.013	-0.093
O	-0.164	0.049	-0.176
O	0.012	0.086	0.024
O	-0.032	0.176	0.272
O	0.024	0.035	-0.013
O	-0.116	-0.017	0.222
O	0.094	0.077	0.304
O	-0.008	0.06	0.031
O	0.165	-0.1	-0.119
O	0.206	0.06	-0.081
O	0.254	-0.047	0.101
O	-0.066	-0.041	0.159
O	0.124	0.049	-0.22
O	-0.038	0.101	-0.099
O	0.134	0.242	-0.175
O	0.247	0.08	-0.048
O	-0.063	-0.143	-0.084
O	0.151	-0.123	0.084
O	-0.249	-0.122	0.181
O	-0.187	0.025	0.162
O	-0.103	-0.19	-0.093
O	-0.003	-0.06	-0.038
O	-0.199	-0.002	-0.345
O	-0.181	0.156	0.098
O	0.007	0.195	-0.14
O	0.005	-0.237	0.215
O	0.042	0	-0.022
O	-0.173	0.029	-0.174
O	0.253	0.269	0.045
O	0.041	0.181	0.173
O	-0.049	-0.284	0.073
O	0.197	-0.17	0.226
O	0.194	-0.155	0.224
O	0.051	-0.151	0.181
O	0.084	0.026	0.202
O	-0.151	0.026	0.061
O	-0.212	-0.06	-0.095
O	0.212	-0.071	-0.173
O	-0.346	0.081	0.039
O	0.012	0.07	-0.266
O	0.04	0.163	-0.08
O	0.184	-0.276	0.25
O	0.177	-0.074	-0.162
O	-0.002	-0.116	0.017
O	-0.151	-0.126	0.137
O	-0.019	0.19	0.1
O	0.003	0.235	-0.084
O	-0.125	0.037	-0.1
O	0.259	0.219	0.005
O	-0.053	0.002	0.251
O	0.043	0.034	-0.251
O	-0.012	0.208	0.148
O	0.139	-0.324	0.128
O	0.063	0.001	-0.24
O	-0.063	-0.034	0.019
O	-0.031	0.103	-0.062
O	-0.079	-0.011	-0.061
O	0.168	-0.169	-0.121
O	-0.097	-0.141	-0.206
O	-0.099	0.161	-0.152
O	0.023	0.074	0.001
O	-0.026	0.106	-0.139
O	0.139	-0.132	-0.249
O	0.015	0.244	0.25
O	-0.119	0.279	-0.061
O	0.276	-0.084	-0.085
O	-0.081	-0.083	-0.048
O	0.002	-0.116	-0.277
O	-0.289	0.127	-0.043
O	0.092	-0.099	0.209
O	-0.051	-0.139	-0.054
O	0.027	-0.14	-0.096
O	-0.145	-0.102	0.239
O	0.124	0.255	0.198
O	0.108	0.121	-0.355
O	-0.122	-0.2	-0.017
O	-0.223	-0.153	-0.092
O	-0.049	0.086	0.152
O	0.071	-0.172	-0.006
O	-0.246	-0.139	0.157
O	-0.139	-0.034	0.009
O	0.071	0.041	0.001
O	0.07	0.174	-0.142
O	0.127	0.131	0.062
O	-0.232	-0.181	-0.276
O	0.002	0.077	0.361
O	0.158	0.065	-0.313
O	-0.043	-0.041	-0.138
O	0.197	0.075	-0.044
O	-0.091	-0.067	-0.024
O	-0.182	0.274	0.093
O	-0.114	0.146	-0.033
O	-0.062	-0.239	-0.069
O	0.141	0.067	0.179
O	0.091	0.078	-0.094
O	-0.145	0.162	0.201
O	0.211	0.057	-0.06
O	0.088	0.053	-0.071
O	-0.106	0.291	-0.313
O	0.046	-0.03	-0.012
O	0.009	0.219	-0.069
O	-0.015	0.013	0.319
O	-0.259	0.189	-0.075
O	0.043	-0.006	0.177
O	-0.005	0.18	-0.076
O	0.24	-0.116	0.214
O	-0.184	-0.065	-0.156
O	-0.033	0.054	0.06
O	0.037	0.017	-0.208
O	0.056	-0.133	-0.109
O	-0.037	-0.132	0.144
O	0.164	0.029	0.195
O	-0.207	-0.03	-0.296
O	-0.105	0.049	-0.011
O	0.283	0.112	0.098
O	-0.01	0.193	-0.356
O	0.127	0.222	-0.093
O	-0.108	-0.258	-0.116
O	-0.054	0.088	-0.126
O	-0.021	0.18	-0.361
O	-0.089	0.049	-0.076
O	-0.042	0.086	-0.239
O	-0.059	0.073	-0.407
O	0.059	-0.242	-0.066
O	0.022	0.15	-0.111
Si	0.008	0.116	0.025
Si	0.016	0.011	0.045
Si	0.076	0.008	0.014
Si	0.073	-0.053	-0.005
Si	-0.042	-0.007	-0.014
Si	-0.048	0.015	0.003
Si	-0.007	0.008	-0.005
Si	-0.064	0.024	-0.054
Si	-0.018	0.077	-0.027
Si	-0.031	0.034	-0.026
Si	0.096	-0.014	-0.033
Si	0.034	-0.058	0.032
Si	0.124	-0.089	0.004
Si	0.042	-0.046	0.001
Si	-0.013	0.001	-0.039
Si	-0.044	-0.02	-0.036
